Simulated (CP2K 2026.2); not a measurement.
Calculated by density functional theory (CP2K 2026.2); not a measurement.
Periodic cell of 525 atoms, Si368O157, from a study of silicon, its oxide and their interface. The atomic structure is a simulated model.
Doubt: the forces sum to 1.63 eV/angstrom along one axis rather than to zero, so they err by at least 0.0031 eV/angstrom per atom on average; the grid cutoff is modest.

Settings: functional PBE; method Gaussian and plane waves; basis set DZVP-MOLOPT-SR-GTH; pseudopotentials GTH-PBE; grid cutoff 350 Ry, relative cutoff 50 Ry; k points Gamma only; occupations fixed; spin none; net charge 0.

Cell vectors (angstrom)
a	15.3871	0	0
b	0	15.3871	0
c	-6.8162	-6.9959	39.514

Atoms and the computed forces on them: element, x, y, z (angstrom), force x, y, z (eV/angstrom)
Si	6.708	6.676	29.791	-0.093	0.085	0.048
Si	7.083	-3.844	30.842	0.121	0.119	0.167
Si	5.993	2.025	25.832	0.112	-0.003	-0.008
Si	2.446	4.854	31.868	-0.018	-0.152	0.826
Si	8.417	8.768	31.359	-0.273	-0.105	0.704
Si	-2.613	-3.17	33.359	0.046	-0.009	-0.057
Si	-4.504	0.207	31.774	0.516	0.166	0.589
Si	6.422	4.47	32.059	-0.018	0.018	0.647
Si	-4.167	7.769	30.831	0.023	-0.053	0.013
Si	1.356	-3.093	33.684	0.204	0.025	0.503
Si	-1.017	0.323	31.738	-0.403	0.063	0.598
Si	-2.447	4.455	33.294	-0.279	0.048	0.79
Si	5.202	8.387	33.538	0.297	0.001	0.564
Si	3.759	-3.074	33.637	-0.02	-0.05	0.085
Si	5.672	0.056	31.414	0.02	-0.051	0.091
Si	4.413	4.483	33.27	-0.021	0.054	0.056
Si	7.684	8.426	33.515	-0.049	0.014	0.055
Si	8.719	-3.1	33.253	0.348	-0.158	0.396
Si	8.261	0.635	33.264	0.077	-0.003	0.715
Si	6.482	2.429	29.896	0.024	-0.047	0.041
Si	-2.335	8.328	33.302	-0.375	0.053	0.818
Si	-4.582	-2.925	32.196	0.029	-0.177	0.777
Si	-2.769	0.614	33.32	-0.001	-0.088	-0.184
Si	0.92	6.526	34.793	-0.003	0.026	-0.032
Si	0.907	-5.042	34.885	-0.008	0.033	-0.003
Si	-0.939	-2.845	31.688	-0.34	-0.147	0.551
Si	1.34	0.739	33.605	0.224	0.027	0.542
Si	-4.649	4.684	31.198	0.103	-0.029	0.009
Si	4.601	-5.026	34.736	0.027	0.043	0.023
Si	2.506	-2.546	29.24	0.05	-0.011	0.026
Si	4.499	2.64	34.747	0.028	-0.076	-0.01
Si	8.379	4.549	33.324	-0.402	0.137	0.402
Si	8.401	-5.014	34.637	0.016	-0.038	0.022
Si	8.521	-1.238	34.677	-0.024	0.066	-0.016
Si	8.378	2.596	34.633	0.026	-0.043	-0.027
Si	8.488	6.493	34.646	0.054	0.035	-0.035
Si	-2.884	-5.134	34.607	-0.017	-0.067	0.002
Si	-2.884	-1.259	34.728	-0.024	-0.015	0.016
Si	-2.929	2.565	34.628	-0.053	0.083	-0.006
Si	-2.864	6.42	34.597	-0.003	-0.012	-0.044
Si	0.802	8.487	33.469	0.203	-0.083	0.746
Si	0.88	-1.162	34.917	0.025	0.026	-0.06
Si	0.87	2.691	34.815	0.028	-0.057	-0.008
Si	0.687	4.619	33.45	0.514	-0.05	0.131
Si	3.058	7.957	31.343	-0.017	-0.028	0.11
Si	4.474	-1.174	34.817	0.074	0.056	-0.075
Si	6.5	2.617	36.042	-0.03	-0.003	0.01
Si	4.707	6.392	34.717	0.032	0.009	0.014
Si	6.545	-4.949	36.086	0.008	-0.044	-0.012
Si	6.543	-1.218	36.012	0.018	-0.017	-0.018
Si	3.775	0.726	33.566	-0.132	-0.027	0.679
Si	6.62	6.389	36.097	-0.034	0.009	-0.009
Si	-4.93	-5.092	35.892	0.028	0.005	0.004
Si	-4.903	-1.24	36.002	0.063	-0.02	0.004
Si	-4.964	2.597	35.904	0.003	0.004	0.007
Si	-4.88	6.5	35.904	0.015	0.008	0.02
Si	-1.079	-5.078	36.133	-0.027	0.003	0.005
Si	-1.074	-1.209	36.187	-0.017	-0.02	0.016
Si	-1.093	2.597	36.109	-0.007	0.038	0.006
Si	-1.045	6.472	36.108	0.032	-0.009	0.065
Si	2.798	-5.119	36.236	-0.003	-0.019	-0.044
Si	2.728	-1.183	36.342	-0.029	-0.025	0.026
Si	2.718	2.695	36.242	-0.001	-0.002	0.03
Si	2.827	6.479	36.136	-0.008	0.03	-0.002
Si	6.584	8.412	37.37	0.001	0.006	-0.039
Si	6.567	-3.081	37.469	-0.009	0.028	0.034
Si	6.561	0.695	37.398	0.002	0.016	0.03
Si	6.587	4.502	37.467	-0.013	-0.014	0.004
Si	-4.914	8.398	37.322	0.005	0.002	0.002
Si	-4.924	-3.184	37.34	-0.021	0.011	-0.029
Si	-4.927	0.71	37.35	-0.01	-0.017	-0.012
Si	-4.937	4.545	37.287	-0.009	0.007	-0.029
Si	-1.081	8.386	37.478	-0.003	-0.023	-0.019
Si	-1.087	-3.159	37.495	0.016	-0.009	-0.001
Si	-1.089	0.716	37.513	0.039	0.001	0.022
Si	-1.083	4.539	37.453	0.031	0.016	-0.025
Si	2.779	8.356	37.545	-0.002	-0.01	0.027
Si	2.762	-3.172	37.569	-0.008	0.02	-0.002
Si	2.733	0.769	37.595	-0.01	-0.006	0.041
Si	2.762	4.606	37.551	-0.026	-0.02	0.006
Si	8.537	8.398	38.708	0.014	-0.004	-0.014
Si	8.547	-3.139	38.747	0.004	-0.015	-0.011
Si	8.527	0.703	38.727	-0.011	0.003	-0.013
Si	8.562	4.53	38.74	-0.006	0.011	-0.009
Si	-3.038	8.397	38.773	0.001	0.023	0.02
Si	-3.045	-3.155	38.786	0.005	-0.008	0.01
Si	-3.051	0.716	38.794	0.025	0.002	0.01
Si	-3.049	4.55	38.745	-0.004	0.012	-0.012
Si	0.829	8.376	38.854	-0.002	-0.003	0.03
Si	0.818	-3.169	38.876	0.005	0.015	0.008
Si	0.804	0.727	38.904	0.01	-0.011	0.025
Si	0.813	4.564	38.857	-0.002	-0.01	0.022
Si	4.724	8.39	38.838	0.006	-0.011	0.002
Si	4.691	-3.13	38.883	0.011	0.018	0.015
Si	4.7	0.722	38.857	-0.013	-0.012	0.018
Si	4.697	4.558	38.868	0.007	0.008	0.007
Si	-0.008	1.946	11.551	-0.006	0.006	-0.002
Si	-0.023	5.79	11.564	0.004	-0.001	-0.022
Si	-0.005	9.603	11.555	-0.022	-0.005	-0.014
Si	-0.038	-1.913	11.531	0	-0.007	-0.016
Si	3.773	1.952	11.56	-0.006	0.006	-0.01
Si	3.792	5.778	11.585	-0.021	0.004	-0.019
Si	3.741	9.602	11.548	0.026	-0.003	-0.017
Si	3.791	-1.923	11.526	0.012	-0.017	-0.014
Si	7.691	1.944	11.56	0.012	0.014	0.005
Si	7.65	5.778	11.57	0.006	0.006	-0.002
Si	7.694	9.603	11.546	-0.025	0.001	-0.002
Si	7.638	-1.907	11.535	0.023	-0.005	-0.005
Si	11.442	1.958	11.55	-0.02	0.005	0
Si	11.502	5.778	11.57	-0.018	-0.012	-0.028
Si	11.474	9.598	11.559	0.022	-0.006	0.003
Si	11.487	-1.921	11.512	-0.017	-0.003	-0.013
Si	-1.981	1.975	12.808	0.005	-0.003	-0.038
Si	-1.943	5.868	12.914	0.037	-0.019	0.044
Si	-1.95	9.572	12.859	0.021	0.017	-0.046
Si	-1.976	-1.991	12.855	0	0.004	0.025
Si	1.881	1.964	12.993	-0.024	-0.005	-0.003
Si	1.874	5.734	12.97	0.012	-0.021	-0.029
Si	1.864	9.595	13	-0.008	0.02	0.09
Si	1.882	-1.873	12.891	-0.009	0.011	-0.03
Si	5.736	1.955	12.839	0.013	0.008	-0.042
Si	5.721	5.823	12.937	0.003	-0.022	0.024
Si	5.712	9.596	12.801	-0.011	0.004	-0.055
Si	5.705	-1.973	12.884	0	0.008	0.007
Si	9.567	1.957	13.026	0.014	-0.009	-0.013
Si	9.576	5.703	12.933	-0.001	-0.032	-0.005
Si	9.585	9.598	12.979	-0.001	0.016	0.087
Si	9.572	-1.833	12.873	-0.009	0.028	-0.017
Si	-2.033	0.007	14.053	-0.061	0.008	0.031
Si	-1.941	3.905	14.151	-0.027	-0.039	0.051
Si	-1.928	7.773	14.365	-0.014	0.004	0.024
Si	-1.938	11.438	14.226	-0.005	0.01	0.021
Si	1.891	0.014	14.316	0.011	-0.019	0.033
Si	1.883	3.862	14.432	-0.006	0.013	0.004
Si	1.839	7.61	14.369	-0.003	0.001	0.018
Si	1.872	11.623	14.256	0.004	-0.025	0.026
Si	5.707	0.01	14.128	0.014	0.015	0.012
Si	5.739	3.856	14.22	-0.03	-0.019	0.029
Si	5.692	7.796	14.271	0.007	0.007	0.015
Si	5.712	11.431	14.208	0.012	-0.021	0.02
Si	9.562	0.012	14.379	-0.008	0.024	0.003
Si	9.554	3.868	14.452	-0.01	0.004	-0.009
Si	9.599	7.58	14.296	0.019	0.013	0.028
Si	9.584	11.655	14.197	-0.004	-0.036	0.002
Si	-0.175	0.003	15.441	0.025	0.01	-0.003
Si	-0.147	3.886	15.683	0.037	-0.042	0.065
Si	-0.04	7.68	15.85	0.012	-0.012	0.012
Si	-0.03	11.512	15.648	-0.013	0.026	-0.019
Si	3.885	0.036	15.614	-0.044	0.011	0.037
Si	3.907	3.842	15.695	-0.053	-0.005	0.03
Si	3.781	7.709	15.701	-0.027	0.023	-0.01
Si	3.795	11.51	15.606	0.013	0.03	-0.02
Si	7.527	-0.015	15.61	0.041	0.004	0.03
Si	7.529	3.856	15.772	0.03	-0.022	0.104
Si	7.637	7.686	15.602	0.004	-0.001	0.001
Si	6.951	-1.97	16.8	-0.017	-0.027	-0.013
Si	11.589	0.018	15.618	-0.036	-0.001	0.008
Si	11.632	3.93	15.627	-0.033	0.006	0.04
Si	11.516	7.69	15.719	-0.042	-0.02	0.032
Si	11.508	11.567	15.544	-0.002	0.025	-0.026
Si	-0.738	1.858	16.75	-0.23	0.218	-0.652
Si	-0.706	5.719	17.127	-0.032	-0.02	0.013
Si	0.634	9.664	17.047	0.049	0.01	0.042
Si	0.449	-2.448	19.466	-0.046	0.042	-0.066
Si	4.428	1.902	16.997	-0.03	0.052	0.002
Si	4.419	5.793	16.952	0.024	-0.033	0.01
Si	3.132	9.642	16.939	-0.05	-0.012	0.014
Si	4.522	-1.925	16.74	0.28	-0.131	-0.587
Si	6.835	1.846	16.893	-0.14	0.107	-0.627
Si	6.885	5.858	16.937	-0.252	-0.098	-0.625
Si	8.367	9.628	16.738	0.077	0.01	-0.019
Si	7.658	11.541	15.53	0.005	0.035	-0.028
Si	12.263	1.974	16.765	0.01	0.016	-0.053
Si	12.176	5.793	17.038	0.058	0.004	-0.069
Si	10.841	9.68	16.827	-0.058	0.02	0.015
Si	12.212	-1.926	16.804	0.024	-0.028	-0.028
Si	0.557	2.099	19.592	-0.06	0.045	-0.116
Si	0.316	5.253	19.3	-0.327	0.069	-0.698
Si	-0.466	10.066	19.142	0.356	-0.117	-0.587
Si	-0.717	-1.872	16.727	-0.355	-0.226	-0.517
Si	8.279	5.388	19.654	0.061	-0.017	-0.019
Si	3.51	5.417	19.11	0.137	0.113	-0.702
Si	4.291	9.762	18.977	-0.336	0.012	-0.62
Si	3.521	-2.698	19.509	0.025	-0.035	-0.065
Si	8.446	2.218	19.379	-0.079	-0.069	-0.017
Si	3.704	2.257	19.272	0.278	-0.205	-0.621
Si	7.4	9.781	18.823	0.338	-0.04	-0.583
Si	7.953	-2.54	18.837	-0.369	0.314	-0.556
Si	-3.471	-0.039	20.808	-0.042	-0.007	-0.066
Si	11.36	5.439	19.244	0.173	0.083	-0.638
Si	11.801	10.027	18.95	-0.362	-0.019	-0.611
Si	11.126	-2.374	18.82	0.414	0.186	-0.593
Si	4.782	1.36	22.076	0.039	0.012	-0.191
Si	7.142	5.019	22.479	-0.029	-0.073	-0.075
Si	4.767	3.776	23.723	-0.043	0.031	-0.014
Si	4.506	-1.59	22.26	0.051	-0.11	-0.057
Si	9.559	9.229	20.829	0.008	0.074	-0.044
Si	-0.046	9.485	26.715	-0.493	-0.304	-0.173
Si	10.151	8.234	23.609	0.035	0.11	-0.007
Si	11.415	2.292	18.886	0.288	0.022	-0.645
Si	4.124	7.664	21.076	-0.038	0.067	-0.055
Si	7.614	-1.962	21.739	0.113	-0.614	-0.015
Si	7.88	1.996	22.356	-0.029	0.033	-0.068
Si	4.41	8.597	28.743	0.002	-0.002	0.004
Si	6.277	-4.323	28.12	0.023	-0.125	0.058
Si	0.257	3.299	26.716	0.042	0.095	0.099
Si	5.812	9.236	22.931	0.018	0.126	0.103
Si	10.201	-4.325	24.573	-0.05	-0.058	-0.024
Si	-3.965	8.984	28.159	-0.028	0.049	-0.041
Si	8.178	11.304	22.347	-0.188	0.499	-0.159
Si	-0.319	8.978	21.912	0.031	0.001	-0.076
Si	-2.722	6.424	24.022	0.082	0.139	0.021
Si	-1.804	6.541	21.245	0.018	-0.058	-0.163
Si	-3.646	-1.674	24.877	-0.041	0.004	-0.007
Si	2.305	5.184	25.204	0.018	0.094	-0.06
Si	6.987	5.53	27.142	0.009	-0.021	-0.078
Si	4.096	-3	26.519	-0.04	-0.03	0.023
Si	-4.405	-3.719	29.294	0.009	-0.075	-0.057
Si	0.368	11.053	23.913	0.054	-0.018	0.082
Si	2.595	7.905	26.336	0.005	0.036	-0.106
Si	2.549	0.277	28.608	-0.048	0.008	-0.079
Si	7.481	7.287	24.626	-0.002	0.072	-0.114
Si	-0.617	-1.296	24.167	-0.123	-0.057	-0.056
Si	-0.418	-0.225	21.415	-0.056	0.062	-0.225
Si	2.02	7.456	23.435	0.057	0.111	0.105
Si	-2.339	5.059	26.61	0.01	0.169	0.052
Si	0.974	0.407	26.143	0.132	-0.046	-0.099
Si	3.904	-0.034	26.021	-0.084	0.07	0.054
Si	2.1	3.236	29.117	-0.024	0.023	0.057
Si	-0.488	-3.574	28.834	-0.078	-0.029	0.09
Si	8.294	2.821	27.357	0.024	-0.005	0.018
Si	9.123	10.455	27.486	0.015	-0.005	-0.057
Si	9.798	-0.058	23.133	0.046	-0.071	0.019
Si	-2.734	1.025	29.418	-0.023	-0.081	0.248
Si	-4.256	3.419	28.35	-0.036	0.012	0.076
Si	-1.775	7.944	26.332	0.457	0.388	0.096
Si	3.47	-4.152	23.842	0.077	0.045	-0.046
Si	4.725	3.814	27.968	0.148	0.097	0.033
Si	-2.699	-1.659	27.91	-0.041	-0.095	-0.032
Si	4.516	-2.902	31.483	-0.305	0.186	0.626
Si	-0.033	13.469	0.586	-0.017	-0.009	-0.004
Si	-0.034	1.921	0.595	-0.022	0.008	-0.001
Si	-0.03	5.782	0.605	0	-0.005	0
Si	-0.025	9.613	0.61	0.001	0	-0.003
Si	3.775	13.464	0.618	-0.006	0.006	-0.005
Si	3.785	1.921	0.64	0.009	-0.002	-0.001
Si	3.773	5.774	0.632	0.013	0	-0.004
Si	3.776	9.64	0.633	0.011	-0.005	0
Si	7.629	13.468	0.706	0.009	-0.002	0.003
Si	7.644	1.906	0.701	0.008	-0.01	0.005
Si	7.638	5.769	0.698	0.006	0.01	0.008
Si	7.636	9.648	0.716	0.014	0.004	0.012
Si	11.525	13.477	0.696	-0.015	-0.005	0.01
Si	11.519	1.922	0.686	-0.004	0.002	0.004
Si	11.498	5.795	0.7	-0.017	0	0.008
Si	11.513	9.632	0.701	-0.01	0	0.01
Si	1.864	13.47	1.991	0.007	0.003	-0.009
Si	1.865	1.923	1.999	0.009	0.002	-0.005
Si	1.866	5.78	2.006	0.005	0.008	-0.003
Si	1.87	9.623	2.009	0.001	0	0.004
Si	5.686	13.47	2.02	0.014	-0.006	0.009
Si	5.702	1.919	2.023	-0.002	0.002	0.005
Si	5.695	5.773	2.016	-0.002	0	-0.006
Si	5.69	9.639	2.025	0.011	0.01	0.002
Si	9.579	13.472	2.037	-0.005	-0.003	0.002
Si	9.584	1.92	2.039	-0.008	-0.003	0.004
Si	9.568	5.782	2.049	-0.001	0.001	0.002
Si	9.577	9.63	2.051	-0.008	-0.009	0
Si	13.462	13.47	2.014	-0.011	0	0.003
Si	13.454	1.924	2.009	0	-0.014	-0.001
Si	13.448	5.779	2.007	-0.009	0	-0.006
Si	13.456	9.631	2.014	-0.008	0.01	0
Si	1.872	0.001	3.368	-0.014	-0.003	0.005
Si	1.87	3.851	3.363	-0.012	0.007	-0.001
Si	1.876	7.701	3.374	0.006	-0.003	0.008
Si	1.868	11.551	3.369	-0.012	-0.004	0.009
Si	5.705	0.002	3.388	-0.016	0.002	0
Si	5.709	3.848	3.376	-0.002	-0.011	-0.008
Si	5.706	7.702	3.371	-0.003	0.005	-0.004
Si	5.704	11.554	3.39	-0.019	0.003	-0.004
Si	9.575	0.002	3.403	0.004	-0.003	-0.003
Si	9.575	3.85	3.393	0.005	0.012	-0.003
Si	9.569	7.704	3.404	-0.005	-0.002	0.001
Si	9.577	11.554	3.405	0.01	-0.003	-0.005
Si	13.441	0.006	3.377	0.01	0.005	-0.001
Si	13.437	3.852	3.367	0.011	-0.006	0.002
Si	13.438	7.702	3.37	0.015	0.002	-0.001
Si	13.442	11.55	3.38	0.016	0	0.005
Si	-0.038	0.006	4.749	-0.002	0.002	0.005
Si	-0.042	3.853	4.74	0.003	0.002	-0.001
Si	-0.042	7.701	4.743	-0.009	0.002	-0.001
Si	-0.039	11.549	4.753	-0.009	0	0.006
Si	3.788	0.005	4.747	0.007	0.004	0.004
Si	3.79	3.851	4.735	0.002	0.001	-0.002
Si	3.796	7.699	4.742	0.007	-0.002	0
Si	3.787	11.551	4.747	0.017	0	0.003
Si	7.637	0.004	4.747	0	0.001	-0.003
Si	7.638	3.852	4.737	0	0.003	-0.003
Si	7.629	7.703	4.739	-0.006	0	-0.004
Si	7.637	11.551	4.747	-0.008	-0.004	-0.005
Si	11.512	0.005	4.744	0.001	-0.001	0
Si	11.511	3.852	4.734	-0.006	-0.001	-0.006
Si	11.511	7.701	4.737	0.001	-0.006	-0.006
Si	11.514	11.55	4.746	0.004	-0.001	-0.003
Si	-0.048	13.473	6.115	0.006	0.002	0.003
Si	-0.04	1.934	6.105	-0.002	-0.001	-0.002
Si	-0.048	5.776	6.101	0.007	-0.004	-0.001
Si	-0.047	9.62	6.107	0.015	-0.001	0.003
Si	3.799	13.471	6.113	-0.015	-0.003	0.001
Si	3.793	1.933	6.103	-0.007	0.001	-0.001
Si	3.803	5.773	6.099	-0.006	-0.001	-0.002
Si	3.801	9.623	6.103	-0.016	0.005	-0.002
Si	7.637	13.471	6.114	0.001	-0.004	0.002
Si	7.642	1.933	6.104	-0.008	0.001	0.002
Si	7.635	5.777	6.097	0	0.005	-0.001
Si	7.634	9.622	6.103	0.003	-0.003	-0.001
Si	11.51	13.472	6.111	0.004	-0.003	0
Si	11.502	1.933	6.102	0.012	-0.001	-0.001
Si	11.509	5.776	6.096	0.006	0.001	0
Si	11.508	9.622	6.103	-0.001	0.004	0
Si	1.876	13.474	7.467	-0.002	-0.003	0.006
Si	1.878	1.937	7.472	-0.002	0.005	0.004
Si	1.878	5.772	7.449	-0.001	0.009	-0.002
Si	1.879	9.619	7.457	0.006	-0.008	0.004
Si	5.719	13.469	7.489	-0.003	0.007	0.006
Si	5.718	1.938	7.465	-0.009	0.001	-0.004
Si	5.721	5.776	7.475	-0.001	-0.01	0
Si	5.719	9.62	7.478	0.001	0	-0.001
Si	9.574	13.471	7.456	0.005	-0.004	-0.005
Si	9.572	1.936	7.462	0.003	0.005	-0.002
Si	9.572	5.777	7.437	-0.004	0.004	-0.013
Si	9.57	9.618	7.447	-0.008	-0.006	-0.008
Si	13.422	13.471	7.492	0.003	0.011	0.005
Si	13.423	1.937	7.465	0.012	0.001	-0.004
Si	13.422	5.778	7.476	0.002	-0.008	0.003
Si	13.422	9.618	7.48	0.001	-0.004	0.007
Si	1.88	0.009	8.825	-0.003	-0.01	0.004
Si	1.878	3.867	8.825	-0.002	0.016	0.002
Si	1.883	7.69	8.804	-0.001	-0.001	-0.011
Si	1.872	11.543	8.81	0.002	-0.009	-0.008
Si	5.719	0.024	8.836	0.002	0.019	0.004
Si	5.721	3.852	8.841	0	-0.004	0.005
Si	5.722	7.696	8.848	-0.006	0	0.005
Si	5.722	11.536	8.851	-0.002	-0.007	0.011
Si	9.571	0.007	8.817	0.001	-0.019	0.012
Si	9.568	3.872	8.815	0.004	0.028	-0.003
Si	9.573	7.691	8.802	0	0.002	-0.016
Si	9.569	11.54	8.806	0.002	-0.017	-0.005
Si	13.42	0.026	8.837	-0.002	0.019	-0.003
Si	13.421	3.852	8.838	0.001	-0.019	0.001
Si	13.421	7.696	8.849	0.005	-0.008	0.007
Si	13.42	11.538	8.85	0.002	0.005	0.011
Si	-0.036	0.02	10.19	-0.017	0.005	-0.011
Si	-0.035	3.868	10.195	-0.019	0.004	-0.013
Si	-0.015	7.694	10.184	0.014	-0.006	-0.013
Si	-0.025	11.535	10.196	-0.001	-0.001	-0.005
Si	3.793	0.022	10.197	0.013	0.001	-0.01
Si	3.791	3.868	10.199	0.008	0.002	-0.005
Si	3.778	7.683	10.193	-0.001	-0.003	-0.011
Si	3.773	11.531	10.186	-0.011	0.003	-0.009
Si	7.653	0.022	10.186	-0.025	0	-0.013
Si	7.657	3.863	10.194	-0.025	-0.011	-0.01
Si	7.671	7.686	10.184	-0.011	0.008	-0.006
Si	7.669	11.54	10.193	-0.007	0.005	-0.005
Si	11.487	0.025	10.188	0.032	0.001	-0.012
Si	11.484	3.871	10.185	0.033	-0.007	-0.014
Si	11.473	7.688	10.189	0.015	-0.001	-0.005
Si	11.472	11.525	10.186	0.006	0.012	-0.006
O	6.825	-3.365	29.315	0.162	0.372	-0.286
O	9.436	0.849	32.141	-0.102	0.365	-0.398
O	-5.371	8.777	31.168	0.075	0.32	0.191
O	7.789	7.669	30.39	0.13	-0.049	-0.306
O	-4.057	0.736	30.31	-0.292	0.008	-0.435
O	6.838	3.034	31.354	0.059	-0.392	0.225
O	-4.818	3.961	29.77	-0.162	-0.143	0.135
O	-2.979	8.17	31.824	0.166	0.078	-0.301
O	-0.743	8.449	32.931	0.175	-0.012	-0.407
O	0.579	-3.131	32.219	0.445	-0.207	-0.462
O	9.821	9.04	27.883	-0.464	-0.508	0.149
O	0.504	0.721	32.167	0.361	0.056	-0.218
O	-3.228	4.291	31.867	0.257	-0.401	-0.446
O	-0.864	4.537	32.867	-0.125	-0.097	-0.579
O	1.833	8.615	32.193	-0.056	0.301	-0.27
O	4.485	8.274	32.054	0.174	-0.051	-0.517
O	5.61	-4.108	31.451	-0.31	-0.651	0.147
O	4.344	0.759	32.022	-0.377	0.127	-0.431
O	3.838	3.869	19.48	0.141	0.141	0.36
O	-0.207	1.585	18.274	-0.083	-0.449	0.165
O	-0.444	6.066	20.492	0.087	0.103	0.327
O	0.023	-1.59	18.17	0.214	0.393	0.308
O	1.95	-3.029	19.361	0.035	-0.203	-0.205
O	8.418	1.64	20.872	0.278	-0.437	0.036
O	5.848	9.283	18.821	-0.04	-0.325	-0.036
O	3.978	-1.775	18.277	-0.216	0.367	0.16
O	7.287	1.586	18.462	-0.266	-0.175	0.247
O	11.242	-1.214	19.934	-0.002	-0.017	0.049
O	7.444	6.089	18.467	-0.126	0.312	0.145
O	7.904	4.27	26.731	0.214	0.04	-0.356
O	9.545	-2.595	18.497	-0.029	-0.136	-0.044
O	-2.019	9.572	18.962	0.069	-0.538	-0.259
O	7.916	-5.201	30.797	0.432	0.071	-0.377
O	3.554	-4.095	25.461	-0.084	-0.208	0.131
O	3.148	4.008	28.141	-0.067	0.271	-0.256
O	5.22	9.996	28.723	-0.162	0.066	0.326
O	5.201	0.693	25.37	0.148	-0.152	-0.553
O	5.423	7.418	29.171	-0.258	-0.321	-0.271
O	6.25	5.643	30.937	-0.181	0.05	0.129
O	5.079	2.567	27.035	-0.214	-0.296	0.006
O	-3.723	-2.306	28.971	-0.005	0.269	0.434
O	-2.235	-1.292	24.19	0.139	0.172	-0.152
O	-4.69	-1.391	31.648	-0.074	-0.081	-0.368
O	-4.557	-3.884	30.882	-0.055	-0.479	-0.073
O	1.927	10.926	23.447	0.092	-0.316	-0.224
O	-1.452	1.178	30.416	0.261	0.562	-0.281
O	-4.703	6.28	31.05	-0.138	0.163	-0.097
O	-3.056	2.364	28.59	0.495	0.224	-0.457
O	2.601	8.275	24.735	0.079	0.421	-0.22
O	2.75	6.363	31.304	-0.152	-0.057	-0.523
O	0.715	3.29	28.281	-0.434	0	0.284
O	3.372	-3.27	30.39	-0.037	-0.274	-0.153
O	0.241	3.682	19.739	0.033	-0.061	0.487
O	3.897	-2.71	23.241	-0.136	0.124	0.091
O	0.232	9.339	20.422	0.586	-0.135	-0.046
O	-0.109	-0.307	22.992	0.247	0.388	-0.018
O	7.532	5.677	21.054	-0.053	0.379	0.199
O	3.858	-1.86	20.816	-0.293	0.153	0.067
O	4.324	11.291	19.526	0.382	0.065	0.097
O	9.86	1.853	18.705	-0.1	-0.482	-0.541
O	1.632	5.972	23.954	-0.515	-0.347	-0.298
O	8.729	-1.104	22.534	0.16	-0.005	0.238
O	7.695	-1.609	20.144	0.122	0.499	0.155
O	7.418	11.358	19.258	-0.018	0.156	0.371
O	-3.289	1.336	19.989	0.567	0.077	0.412
O	11.725	11.602	19.376	0.036	0.147	0.228
O	4.544	1.538	20.471	0.304	-0.316	-0.019
O	9.577	8.224	22.089	-0.147	-0.391	-0.181
O	1.29	4.101	25.778	-0.019	-0.325	-0.332
O	-0.532	11.655	19.514	-0.572	0.35	0.116
O	2.086	3.939	30.566	-0.217	-0.379	-0.251
O	8.927	8.011	24.648	-0.005	0.312	0.385
O	5.502	8.185	21.736	0.285	-0.023	-0.251
O	-4.078	-3.164	24.402	0.34	-0.173	-0.299
O	-1.077	-1.258	31.318	0.002	-0.025	-0.385
O	-3.414	-1.653	26.468	-0.216	0.042	0.098
O	-3.505	-4.927	28.672	0.66	0.233	-0.138
O	5.54	4.78	22.699	-0.21	0.287	-0.071
O	0.015	-0.728	25.534	0.034	-0.318	0.284
O	4.069	2.587	22.869	-0.469	0.148	0.159
O	4.479	10.091	23.289	-0.223	-0.287	0.008
O	9.828	5.882	19.603	-0.039	0.307	0.034
O	-1.187	-3.701	30.314	-0.473	-0.46	-0.139
O	0.717	8.101	22.772	-0.186	-0.101	0.225
O	3.12	-2.892	27.789	-0.124	-0.045	-0.01
O	-1.841	7.609	24.727	0.198	0.26	-0.473
O	5.576	-3.41	27.001	0.593	0.203	-0.269
O	10.804	9.675	23.977	0.721	0.109	-0.221
O	3.125	7.363	22.288	0.081	-0.333	0.106
O	7.505	5.939	28.605	0.579	-0.047	0.188
O	3.567	8.828	20.091	-0.788	0.138	0.054
O	-1.99	-0.5	21.21	-0.004	-0.412	0.23
O	2.594	-0.968	29.624	-0.155	0.137	0.695
O	-1.336	-2.539	27.916	0.434	-0.016	-0.529
O	11.511	3.823	19.45	0.272	-0.02	0.117
O	5.265	3.391	29.43	-0.301	0.324	0.415
O	8.817	-3.954	23.833	-0.425	0.139	0.22
O	7.689	2.578	28.841	0.177	0.044	0.03
O	-0.353	10.418	28.017	-0.213	-0.149	0.085
O	10.978	0.241	22.076	0.161	0.308	0.019
O	2.525	1.693	29.368	0.309	0.03	0.664
O	6.372	1.405	22.415	0.151	-0.129	0.055
O	10.551	-0.641	24.451	0.013	0.063	0.337
O	4.3	6.323	20.2	0.409	-0.009	0.092
O	10.962	9.149	20.032	0.282	-0.451	0.156
O	0.032	1.219	20.842	-0.113	0.161	0.306
O	6.954	10.241	22.401	-0.118	-0.159	-0.278
O	7.618	6.032	23.627	0.448	-0.17	0.006
O	8.288	8.9	19.872	-0.115	-0.714	-0.024
O	6.35	8.367	24.19	-0.414	0.045	0.551
O	3.837	0.199	27.627	0.578	0.125	0.367
O	-2.034	5.827	22.683	0.176	-0.689	0.107
O	8.257	3.806	19.389	-0.056	0.101	-0.025
O	9.524	-3.823	28.6	-0.442	0.392	0.085
O	1.219	0.068	27.706	-0.565	-0.339	0.257
O	7.906	3.592	22.589	0.339	0.195	0.104
O	0.374	-1.457	20.724	0.141	-0.043	0.493
O	6.867	0.23	32.5	-0.076	-0.176	0.399
O	-0.073	-2.792	23.943	0.03	0.037	0.039
O	4.142	-1.596	25.747	0.096	0.052	-0.36
O	2.57	6.285	26.369	-0.057	-0.32	0.293
O	2.143	1.85	19.433	-0.185	-0.192	-0.11
O	3.851	8.378	27.235	0.231	-0.001	-0.141
O	9.361	10.742	21.375	0.56	0.355	0.03
O	5.423	5.113	27.316	-0.372	0.278	-0.109
O	-3.652	7.905	29.31	0.236	-0.567	-0.187
O	-1.688	6.482	27.076	0.44	0.014	0.656
O	6.078	0.867	30.066	0.172	-0.429	-0.615
O	9.905	2.742	27.506	-0.036	-0.341	-0.42
O	0.981	-3.014	29.172	-0.042	-0.005	-0.123
O	8.912	1.287	23.398	-0.015	0.295	0.426
O	3.197	8.567	29.84	-0.333	0.222	-0.198
O	-1.668	8.118	21.627	-0.574	0.466	0.256
O	5.301	-1.498	31.123	0.447	0.107	-0.396
O	6.114	-1.673	22.257	-0.036	0.067	0.199
O	3.677	4.507	24.66	0.248	0.124	0.344
O	2.454	0.445	25.432	-0.025	0.4	-0.405
O	11.212	7.037	23.692	-0.206	-0.359	0.039
O	-3.188	8.616	26.801	-0.122	0.03	-0.263
O	-0.559	10.311	22.799	-0.486	0.357	-0.056
O	1.298	8.615	26.991	0.133	0.054	0.489
O	9.81	-4.454	26.12	0.029	0.229	-0.037
O	9.561	4.267	32.206	0.119	-0.125	-0.112
O	0.161	10.412	25.388	-0.107	-0.046	-0.102
O	-3.062	6.23	20.283	-0.138	0.39	-0.018
O	7.102	6.735	26.091	0.067	0.409	0.27
O	7.527	1.785	26.339	0.109	-0.567	-0.173
O	7.832	-2.834	31.861	-0.028	0.667	-0.255
O	7.527	10.3	27.423	-0.278	-0.537	-0.382
O	-2.873	5.223	25.088	-0.361	-0.603	-0.03
O	5.934	3.138	24.662	0.342	0.317	0.028
O	4.157	-0.042	22.605	-0.527	0.023	0.372
O	0.211	1.819	26.076	-0.479	-0.137	-0.173
O	-3.599	4.646	27.529	-0.308	0.272	-0.055
O	-1.213	3.922	26.658	0.031	-0.444	0.156
O	-2.409	-0.146	28.363	0.242	0.153	-0.255
O	1.893	5.685	19.221	0.026	0.176	-0.109

Results
total energy: -108206.988 eV
total energy less fixed offsets of O -438.35, Si -107.03 eV per atom: 1.002 eV
